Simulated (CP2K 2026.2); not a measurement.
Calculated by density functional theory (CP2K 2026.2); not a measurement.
Periodic cell of 504 atoms, Si360O144, from a study of silicon, its oxide and their interface. The atomic structure is a simulated model.
Doubt: the forces sum to 0.60 eV/angstrom along one axis rather than to zero, so they err by at least 0.0012 eV/angstrom per atom on average; the grid cutoff is modest.

Settings: functional PBE; method Gaussian and plane waves; basis set DZVP-MOLOPT-SR-GTH; pseudopotentials GTH-PBE; grid cutoff 350 Ry, relative cutoff 50 Ry; k points Gamma only; occupations fixed; spin none; net charge 0.

Cell vectors (angstrom)
a 16.32 0 0
b 0 16.32 0
c 4.9925 -3.5698 33.7507

Atoms and the computed forces on them: element, x, y, z (angstrom), force x, y, z (eV/angstrom)
Si 6.904 10.869 33.594 -0.171 0.145 0.656
Si 4.043 1.519 0.147 0.206 -0.289 0.597
Si 6.645 0.122 33.747 -0.312 0.459 0.593
Si 3.741 7.186 0.099 0.035 -0.129 0.732
Si 1.541 9.404 0.081 -0.171 0.129 0.713
Si 4.076 12.238 0.342 -0.01 0.003 0.452
Si 7.123 14.6 0.097 -0.278 0.284 0.731
Si 9.254 1.563 0.1 0.141 -0.108 0.741
Si 7.115 3.849 0.039 -0.161 0.084 0.728
Si 9.773 6.539 0.11 -0.06 0.137 0.734
Si 6.196 9.973 0.055 0.149 0.032 0.716
Si 9.407 12.337 0.024 0.181 -0.314 0.658
Si 17.347 11.132 33.613 -0.142 0.189 0.662
Si 15.074 1.363 0.159 -0.322 0.135 0.705
Si 17.006 0.781 33.738 0.203 -0.196 0.755
Si 14.717 7.151 0.068 0.149 -0.272 0.746
Si 12.475 9.325 0.252 -0.154 0.073 0.776
Si 14.593 12.464 0.018 0.242 0.021 0.68
Si 2.84 16.153 1.265 -0.038 0.012 -0.062
Si 5.537 2.755 1.413 0.019 -0.001 -0.038
Si 2.66 5.456 1.255 -0.016 0.004 -0.034
Si 5.302 8.293 1.44 0.003 -0.032 -0.071
Si 2.656 10.864 1.536 0.004 -0.019 -0.033
Si 5.522 13.608 1.502 0.013 0.011 -0.048
Si 8.129 -0.02 1.397 0.012 -0.012 -0.051
Si 10.875 2.749 1.313 -0.026 0.035 -0.037
Si 8.174 5.436 1.396 0.003 0.004 -0.071
Si 10.882 8.116 1.441 0.013 -0.014 -0.06
Si 8.082 10.833 1.261 0.008 -0.037 -0.06
Si 10.914 13.56 1.346 -0.003 0.009 -0.04
Si 13.489 0.01 1.219 0.036 -0.035 -0.016
Si 16.39 2.732 1.461 0.011 -0.007 -0.031
Si 13.619 5.466 1.313 -0.021 0.003 -0.052
Si 16.307 8.229 1.393 0.018 -0.004 -0.053
Si 13.59 10.938 1.494 0.008 0.016 -0.037
Si 16.376 13.574 1.155 -0.051 0.037 -0.032
Si 1.447 1.246 2.663 0.011 0.003 0.028
Si 4.09 4.14 2.66 -0.026 -0.002 0.017
Si 1.309 6.771 2.698 0.021 0.015 0.018
Si 4.01 9.538 2.903 0.003 0.019 0.038
Si 1.258 12.27 2.741 -0.009 0.005 0.001
Si 4.142 14.97 2.794 0.01 0.016 0.025
Si 6.798 1.334 2.784 0.002 -0.011 0.017
Si 9.533 4.075 2.754 0.014 -0.001 0.044
Si 6.761 6.854 2.66 -0.007 0.004 0.006
Si 9.443 9.493 2.675 0.014 0.045 0.016
Si 6.871 12.197 2.778 -0.01 -0.024 0.052
Si 9.561 14.956 2.704 -0.001 0.011 0.025
Si 12.212 1.36 2.661 -0.001 0.001 0
Si 14.971 4.115 2.707 -0.03 -0.011 0.012
Si 12.271 6.773 2.772 0.028 -0.001 0.041
Si 14.995 9.585 2.792 0.005 -0.015 0.026
Si 12.201 12.251 2.8 -0.024 -0.006 0.031
Si 14.988 14.983 2.546 -0.011 -0.014 0.028
Si 16.32 -0.026 4.015 0.009 -0.021 -0.001
Si 2.761 2.698 4.006 -0.012 -0.005 -0.011
Si 16.298 5.449 4.099 0 0.017 0.013
Si 2.655 8.108 4.135 -0.015 0.005 0
Si 16.313 10.916 4.167 0.021 -0.017 0.024
Si 2.707 13.599 4.069 -0.012 -0.013 -0.012
Si 5.446 0.017 4.161 0.014 0.005 0.013
Si 8.183 2.701 4.103 0.001 0.016 0.003
Si 5.428 5.479 4.049 -0.009 0.004 0.006
Si 8.128 8.152 4.075 -0.007 -0.012 -0.006
Si 5.452 10.897 4.153 0.015 -0.015 -0.014
Si 8.208 13.6 4.097 -0.016 0.017 -0.009
Si 10.89 0.014 4.068 -0.011 -0.015 0.005
Si 13.601 2.71 4.023 -0.001 0.013 -0.006
Si 10.898 5.422 4.114 -0.008 0 -0.004
Si 13.617 8.176 4.098 -0.028 0 -0.011
Si 10.811 10.86 4.074 -0.019 0.002 -0.004
Si 13.645 13.641 4.026 0.027 0.022 -0.036
Si 17.684 -1.362 16.296 -0.005 0.005 -0.01
Si 4.093 1.364 16.346 0.003 0.001 -0.01
Si 17.698 4.073 16.325 -0.006 -0.001 -0.008
Si 4.082 6.79 16.334 0.001 0.007 -0.001
Si 17.7 9.51 16.292 -0.002 0.013 -0.013
Si 4.092 12.226 16.3 -0.005 -0.002 -0.012
Si 6.806 -1.353 16.33 0.006 0.007 -0.014
Si 9.514 1.379 16.311 0.01 -0.01 -0.011
Si 6.802 4.092 16.346 0.004 0.005 -0.001
Si 9.491 6.787 16.363 -0.01 -0.004 -0.003
Si 6.8 9.507 16.323 -0.012 -0.004 -0.014
Si 9.505 12.234 16.327 0.003 -0.006 -0.01
Si 12.269 -1.328 16.29 0.008 0.002 -0.008
Si 14.947 1.361 16.305 0.002 -0.005 -0.014
Si 12.217 4.086 16.328 0.006 -0.001 -0.01
Si 14.957 6.792 16.28 -0.005 -0.006 -0.018
Si 12.212 9.522 16.317 0.003 -0.002 -0.009
Si 14.963 12.251 16.3 0 0 -0.006
Si 2.735 -0.032 17.666 -0.001 -0.005 0.017
Si 5.442 2.747 17.715 0.003 -0.016 -0.007
Si 2.74 5.418 17.707 0.007 -0.002 0.007
Si 5.444 8.152 17.687 0.01 0.012 0.009
Si 2.726 10.877 17.654 0.014 -0.013 0.013
Si 5.476 13.551 17.663 0.005 -0.002 -0.017
Si 8.132 0.062 17.676 -0.012 -0.016 0.002
Si 10.863 2.719 17.695 -0.017 0.008 0.002
Si 8.147 5.417 17.759 0.001 0.013 0.016
Si 10.829 8.19 17.697 0.007 0.009 -0.002
Si 8.142 10.862 17.702 0.001 0.009 -0.009
Si 10.907 13.624 17.603 -0.004 0.002 -0.001
Si 13.599 0.026 17.702 -0.006 0.002 0
Si 16.319 2.703 17.647 -0.021 -0.003 0.014
Si 13.579 5.474 17.649 0.008 0.003 0.014
Si 16.354 8.117 17.618 -0.005 0.002 -0.013
Si 13.606 10.875 17.639 -0.006 0.001 0.019
Si 16.306 13.631 17.66 -0.005 -0.007 0.007
Si 17.667 1.317 19.002 0 0.013 -0.039
Si 4.091 4.079 19.114 0.001 0.005 0.003
Si 17.686 6.783 19.032 -0.021 0.01 0
Si 4.088 9.527 19.028 0.013 0.002 -0.043
Si 17.666 12.248 18.976 -0.004 -0.003 -0.017
Si 4.123 -1.419 18.99 -0.005 0.005 -0.028
Si 6.792 1.42 19.102 0.023 0.012 -0.015
Si 9.508 4.019 19.117 -0.025 -0.013 -0.019
Si 6.766 6.799 19.101 -0.02 0.01 -0.027
Si 9.475 9.533 19.108 0.008 -0.022 0.001
Si 6.79 12.194 19.088 -0.022 -0.002 -0.015
Si 9.547 -1.315 18.922 0.022 0 -0.041
Si 12.233 1.392 19.069 0.025 -0.015 -0.006
Si 14.958 4.103 18.961 0.01 -0.012 -0.054
Si 12.201 6.83 19.013 0.009 -0.002 -0.029
Si 14.989 9.466 18.933 -0.011 0.007 -0.024
Si 12.257 12.277 18.967 0.004 0.008 -0.038
Si 14.977 -1.32 19.057 0.005 -0.007 -0.019
Si 16.35 -0.007 20.454 -0.016 -0.017 0.057
Si 19.011 2.669 20.374 -0.009 -0.001 0.077
Si 16.326 5.41 20.36 -0.011 -0.016 0.057
Si 19.041 8.151 20.366 0.016 0.019 0.046
Si 16.325 10.828 20.276 0.019 -0.001 0.034
Si 19.077 13.544 20.334 -0.001 -0.015 0.048
Si 5.433 -0.031 20.356 -0.002 -0.007 0.041
Si 8.128 2.733 20.591 -0.004 0.009 0.04
Si 5.393 5.466 20.527 0.01 0.016 0.059
Si 8.114 8.164 20.497 -0.006 0.002 0.065
Si 5.416 10.843 20.488 -0.014 -0.005 0.076
Si 8.235 13.619 20.265 0.015 -0.004 0.053
Si 10.832 0.024 20.37 -0.013 -0.006 0.062
Si 13.61 2.796 20.368 0.006 0.01 0.072
Si 10.885 5.437 20.383 0.008 0.009 0.056
Si 13.618 8.172 20.325 -0.005 -0.005 0.037
Si 10.88 10.96 20.349 0.002 0.014 0.077
Si 13.614 13.623 20.364 0.007 0.011 0.038
Si 17.968 -1.249 21.68 -0.306 -0.091 -0.692
Si 3.787 1.032 21.641 0.153 0.12 -0.766
Si 17.466 3.838 21.698 0.158 0.159 -0.808
Si 4.167 7.032 21.832 -0.096 -0.239 -0.749
Si 17.869 9.705 21.636 -0.202 -0.103 -0.768
Si 3.759 11.952 21.749 0.231 0.13 -0.75
Si 7.071 -1.187 21.562 -0.124 -0.022 -0.698
Si 9.269 1.056 21.82 0.129 0.231 -0.728
Si 7.005 4.409 21.884 -0.176 -0.246 -0.732
Si 9.321 6.56 21.712 0.065 0.138 -0.716
Si 6.461 9.21 21.837 0.148 0.143 -0.75
Si 9.799 12.594 21.665 -0.048 -0.181 -0.751
Si 12.015 -1.533 21.631 0.184 0.078 -0.733
Si 15.215 1.692 21.647 -0.068 -0.232 -0.802
Si 12.504 4.384 21.724 -0.147 -0.183 -0.737
Si 14.748 6.578 21.629 0.106 0.154 -0.759
Si 12.528 9.841 21.548 -0.1 -0.122 -0.761
Si 14.797 11.993 21.567 0.137 0.246 -0.705
Si 6.354 -1.607 24.392 -0.04 -0.031 -0.057
Si 19.084 5.283 24.043 0 0.124 -0.097
Si 20.225 11.447 29.577 -0.082 -0.036 0.008
Si 19.768 0.77 26.998 -0.165 -0.007 0.035
Si 15.274 3.046 28.648 -0.061 -0.047 -0.06
Si 8.476 -0.529 26.191 0.025 0.073 -0.1
Si 18.621 9.324 28.422 0.072 0.084 0.058
Si 10.764 -2.523 26.404 -0.145 -0.04 -0.06
Si 7.964 7.898 26.42 -0.032 0.037 -0.029
Si 16.328 7.592 28.751 -0.008 -0.05 -0.093
Si 6.343 0.426 28.208 0.052 -0.015 0.115
Si 15.888 12.604 26.483 0.02 -0.035 -0.097
Si 14.019 -0.26 23.578 -0.076 -0.022 -0.09
Si 6.611 -0.85 30.963 0.035 -0.02 0.193
Si 6.131 9.481 29.677 -0.117 -0.109 0.051
Si 9.315 11.648 24.558 0.042 0.06 -0.056
Si 5.34 12.68 31.877 0.146 -0.089 -0.073
Si 11.474 5.376 30.871 -0.084 0.042 0.11
Si 18.892 11.828 27.021 0.088 -0.034 0.02
Si 13.633 0.386 28.833 0.054 -0.004 -0.04
Si 15.766 6.974 31.653 -0.064 0.091 0.02
Si 9.583 -1.799 30.916 -0.051 -0.009 0.098
Si 11.655 4.139 24.7 0.079 -0.017 -0.157
Si 5.536 3.904 24.711 -0.006 0.099 -0.144
Si 11.3 0.768 30.835 -0.068 -0.042 0.096
Si 4.464 7.251 28.732 0.07 0.047 0.096
Si 11.586 9.544 24.455 0.084 0.088 -0.02
Si 16.823 6.31 25.966 -0.009 -0.034 0.009
Si 9.07 9.624 28.761 -0.025 -0.031 -0.075
Si 10.59 12.268 29.009 -0.059 -0.02 0.183
Si 20.226 2.512 30.924 -0.073 -0.014 0.065
Si 4.717 1.138 24.515 -0.041 -0.001 -0.176
Si 10.213 1.511 24.841 -0.108 -0.054 -0.094
Si 4.59 12.315 24.751 0.031 -0.03 -0.135
Si 12.55 -0.307 25.981 0.003 0.033 0.111
Si 14.143 4.347 31.144 0.103 0.022 0.03
Si 14.279 10.038 25.465 -0.012 0.029 -0.029
Si 15.387 -2.169 28.929 -0.088 0.018 0.167
Si 13.602 7.787 27.56 -0.021 -0.013 -0.002
Si 9.433 3.185 30.92 0.039 -0.045 0.043
Si 6.689 3.118 29.398 -0.117 0.039 0.025
Si 4.98 7.526 31.611 0.063 -0.032 0.011
Si 15.303 12.399 31.531 0.011 -0.044 0.131
Si 12.556 10.917 31.015 -0.052 0.029 0.097
Si 16.108 13.795 23.631 0.068 -0.078 -0.034
Si 16.105 8.355 23.831 0.014 -0.036 -0.068
Si 17.991 -0.548 28.916 0.084 0.081 0.063
Si 6.77 10.188 24.79 0.039 -0.04 -0.117
Si 18.148 2.407 28.834 0.02 -0.032 0.056
Si 10.327 6.982 24.613 -0.014 0.003 -0.11
Si 6.262 5.466 27.321 -0.042 -0.055 -0.073
Si 14.126 4.965 26.408 0.061 0.075 -0.046
Si 18.972 -0.291 31.591 -0.084 0.073 0.157
Si 11.639 8.342 29.725 0.067 0.045 0.027
Si 1.347 14.959 5.423 -0.001 0.004 -0.001
Si 4.08 1.394 5.461 -0.016 0.007 0.016
Si 1.372 4.048 5.388 0.012 -0.003 0.002
Si 4.069 6.786 5.459 0.001 0.004 0.014
Si 1.342 9.515 5.485 0.008 -0.009 0.016
Si 4.067 12.259 5.463 -0.003 0.002 0.015
Si 6.825 14.95 5.455 0.003 -0.004 0.018
Si 9.536 1.35 5.457 -0.006 -0.01 0.017
Si 6.795 4.095 5.409 -0.001 -0.008 0.001
Si 9.512 6.798 5.431 0.007 0.005 0.015
Si 6.799 9.507 5.473 0 0.008 0.008
Si 9.526 12.236 5.472 -0.006 -0.008 0.013
Si 12.277 14.981 5.409 -0.007 -0.012 0
Si 14.972 1.354 5.384 0 0 -0.004
Si 12.258 4.051 5.44 0.005 -0.004 -0.004
Si 14.959 6.812 5.465 0.004 0.013 0.013
Si 12.213 9.521 5.428 0 0.001 -0.003
Si 14.933 12.279 5.464 -0.007 0.008 0.012
Si 2.704 0.011 6.787 0.001 0.011 0.001
Si 5.45 2.743 6.803 -0.009 -0.002 0.001
Si 2.712 5.406 6.79 0.003 -0.004 -0.003
Si 5.429 8.15 6.818 -0.004 0.004 0.004
Si 2.726 10.875 6.819 0.002 -0.017 -0.002
Si 5.439 13.612 6.813 0 0.009 -0.005
Si 8.175 -0.006 6.814 -0.002 -0.001 0.004
Si 10.893 2.711 6.809 0.01 -0.006 0.005
Si 8.153 5.44 6.79 0.006 -0.002 -0.002
Si 10.869 8.158 6.798 -0.001 0.002 -0.004
Si 8.158 10.878 6.823 -0.005 0.011 0.001
Si 10.913 13.61 6.785 0.005 -0.001 0
Si 13.618 0.016 6.783 0.003 -0.002 -0.003
Si 16.324 2.71 6.765 -0.003 0.007 0.004
Si 13.602 5.43 6.8 -0.006 0.004 0.001
Si 16.304 8.163 6.837 -0.003 0.008 0.005
Si 13.569 10.893 6.795 -0.002 0.006 -0.001
Si 16.323 13.611 6.812 0 -0.009 0
Si 1.351 1.363 8.153 0 -0.006 -0.003
Si 4.078 4.078 8.169 -0.001 -0.001 -0.003
Si 1.36 6.783 8.158 0 0.01 -0.008
Si 4.081 9.516 8.178 0 0.012 0.005
Si 1.358 12.24 8.166 -0.001 0.006 -0.005
Si 4.075 14.979 8.155 0.001 -0.008 -0.01
Si 6.805 1.365 8.155 0.012 0.005 -0.006
Si 9.52 4.08 8.15 -0.003 -0.007 -0.005
Si 6.799 6.792 8.165 -0.003 -0.001 -0.008
Si 9.523 9.519 8.171 0.003 0.005 -0.005
Si 6.793 12.241 8.171 -0.008 -0.013 0
Si 9.541 14.954 8.16 -0.004 0.01 -0.005
Si 12.255 1.357 8.162 0.002 0.005 0.003
Si 14.972 4.072 8.146 -0.001 0 -0.008
Si 12.234 6.794 8.153 -0.005 -0.002 -0.006
Si 14.935 9.533 8.165 0 -0.014 -0.003
Si 12.237 12.249 8.172 0.006 -0.001 -0.001
Si 14.963 14.974 8.16 0.003 0 0.002
Si 16.32 0.007 9.522 -0.006 0.004 -0.003
Si 2.717 2.715 9.519 0.001 -0.002 0.002
Si 16.319 5.432 9.521 0.006 -0.004 -0.002
Si 2.715 8.148 9.522 0.012 -0.009 -0.002
Si 16.311 10.882 9.522 -0.004 0 -0.004
Si 2.724 13.606 9.515 0.001 -0.002 -0.005
Si 5.44 0.01 9.518 -0.012 0.011 -0.004
Si 8.163 2.721 9.517 -0.001 -0.003 0
Si 5.438 5.437 9.525 -0.007 -0.002 0.002
Si 8.158 8.158 9.521 0.006 0.004 -0.004
Si 5.44 10.88 9.532 0.004 -0.001 0.002
Si 8.167 13.601 9.52 0.002 -0.006 -0.008
Si 10.889 0.001 9.522 0.007 -0.009 0
Si 13.61 2.723 9.517 -0.001 -0.003 0.001
Si 10.875 5.44 9.515 -0.001 0.009 -0.001
Si 13.588 8.159 9.52 -0.005 0.014 -0.002
Si 10.878 10.883 9.528 -0.004 0.005 -0.001
Si 13.605 13.609 9.52 0.004 -0.002 -0.004
Si 17.685 14.964 10.875 -0.002 -0.001 -0.004
Si 4.08 1.362 10.882 -0.007 -0.001 0.005
Si 17.681 4.076 10.882 0.003 0.001 0.001
Si 4.08 6.795 10.883 0.006 0.008 0.003
Si 17.672 9.513 10.876 -0.005 -0.002 -0.004
Si 4.079 12.245 10.882 0.001 -0.003 -0.003
Si 6.804 14.966 10.876 0.003 0 -0.004
Si 9.522 1.362 10.878 0.002 0.003 -0.004
Si 6.8 4.075 10.88 0.004 0 -0.001
Si 9.517 6.798 10.878 -0.001 -0.001 -0.002
Si 6.803 9.518 10.883 -0.007 0.005 0.002
Si 9.517 12.239 10.887 0.002 -0.009 0.005
Si 12.243 14.963 10.883 0.001 -0.004 -0.001
Si 14.962 1.364 10.882 0.008 -0.003 -0.001
Si 12.241 4.084 10.873 0.002 -0.003 -0.002
Si 14.954 6.798 10.877 -0.005 0.004 -0.002
Si 12.235 9.52 10.885 -0.003 -0.003 0.001
Si 14.959 12.245 10.881 0 0.009 0
Si 2.722 0.001 12.241 0 -0.005 0.001
Si 5.442 2.718 12.243 -0.002 0.001 0.003
Si 2.724 5.432 12.242 -0.001 0 0.002
Si 5.444 8.154 12.236 0 0.002 0.001
Si 2.721 10.872 12.231 0 0.002 0.003
Si 5.443 13.605 12.239 0 -0.004 0.001
Si 8.161 0.005 12.244 0.002 0 0
Si 10.876 2.731 12.234 0.006 -0.001 0.001
Si 8.155 5.441 12.237 -0.001 0.006 0.002
Si 10.873 8.157 12.24 -0.001 0.009 0.002
Si 8.159 10.877 12.247 0.001 -0.002 0.002
Si 10.879 13.603 12.239 0 0.003 -0.006
Si 13.6 0.007 12.239 -0.002 0 0.002
Si 16.322 2.718 12.243 -0.005 -0.004 0.002
Si 13.595 5.441 12.243 -0.004 0 0.001
Si 16.314 8.156 12.241 0.001 0 0.005
Si 13.596 10.886 12.24 0.005 -0.002 -0.001
Si 16.329 13.601 12.231 0.002 0 0.002
Si 17.686 1.364 13.603 -0.006 0.001 0.001
Si 4.088 4.077 13.607 0 0.003 0.006
Si 17.68 6.792 13.594 0.004 -0.002 0.005
Si 4.086 9.511 13.589 0.008 -0.003 0
Si 17.686 12.236 13.589 0 -0.002 0.002
Si 4.084 -1.355 13.6 -0.01 0.01 0.003
Si 6.801 1.363 13.609 0.005 -0.007 0.005
Si 9.514 4.091 13.599 -0.006 0.004 -0.001
Si 6.797 6.795 13.602 -0.002 0.005 0.003
Si 9.512 9.508 13.605 0.003 -0.003 0.009
Si 6.801 12.245 13.601 -0.002 -0.003 0.011
Si 9.523 -1.357 13.601 0.009 -0.009 -0.001
Si 12.234 1.372 13.59 0 -0.001 0.003
Si 14.956 4.074 13.598 0.006 -0.003 -0.001
Si 12.227 6.798 13.604 0.005 0.001 0.004
Si 14.954 9.525 13.598 -0.012 0.012 0.002
Si 12.232 12.244 13.601 -0.005 0.003 0.001
Si 14.97 -1.356 13.582 0.005 -0.004 -0.001
Si 16.318 0.003 14.95 -0.008 -0.007 0.001
Si 2.735 2.714 14.968 0.002 -0.002 0.003
Si 16.328 5.423 14.952 -0.007 0.007 0.001
Si 2.734 8.144 14.948 -0.005 0.003 -0.002
Si 16.327 10.881 14.951 0.002 -0.004 -0.002
Si 2.727 13.593 14.948 0.008 -0.005 -0.004
Si 5.439 0.001 14.971 0 -0.006 0.004
Si 8.155 2.739 14.963 0.002 0 -0.003
Si 5.444 5.439 14.971 0.001 -0.003 -0.002
Si 8.155 8.143 14.971 0.003 0.003 -0.002
Si 5.448 10.866 14.949 -0.003 0 -0.003
Si 8.161 13.606 14.964 0.004 0.007 0.001
Si 10.879 0.017 14.952 -0.004 0 -0.005
Si 13.582 2.728 14.961 -0.001 -0.001 -0.003
Si 10.86 5.449 14.975 -0.003 0.002 0.007
Si 13.584 8.167 14.953 0.004 0.005 -0.001
Si 10.863 10.881 14.955 0.001 0.002 0.003
Si 13.61 13.611 14.937 0.002 0.007 0
O 14.818 -2.758 32.536 0.259 0.107 -0.165
O 12.748 10.439 25.131 -0.336 0.407 0.339
O 6.864 8.847 25.691 -0.501 -0.204 0.086
O 10.908 5.534 24.941 -0.017 -0.096 0.439
O 6.228 4.765 25.876 0.181 -0.057 0.006
O 10.084 7.14 23.022 0.332 0.503 0.066
O 12.623 -0.765 22.935 -0.197 0.252 0.405
O 11.552 0.962 32.424 -0.165 0.545 -0.055
O 14.031 3.593 32.559 -0.557 0.166 0.031
O 7.037 9.812 23.234 0.284 0.01 0.004
O 5.547 13.553 25.166 0.062 0.125 0.409
O 10.119 8.855 29.7 -0.382 -0.265 0.418
O 5.97 -0.296 29.599 -0.305 -0.208 0.007
O 15.872 1.886 33.322 0.158 0.157 -0.321
O 14.756 1.514 28.523 0.302 -0.371 -0.236
O 8.045 9.703 33.264 0.111 0.003 -0.505
O 15.032 8.262 32.338 0.09 0.19 -0.437
O 11.928 9.243 22.917 -0.2 -0.554 0.065
O 4.487 6.739 30.279 -0.328 -0.496 0.236
O 9.469 3.039 32.527 0.475 -0.498 -0.095
O 19.583 12.344 25.668 -0.121 0.089 -0.322
O 14.446 1.166 22.981 -0.189 0.17 0.251
O 6.251 0.224 32.151 -0.168 0.496 -0.337
O 6.482 -2.018 22.835 -0.201 -0.384 0.087
O 5.6 -0.193 24.474 -0.162 -0.072 0.006
O 14.636 5.858 31.405 -0.267 0.178 -0.2
O 10.752 -0.733 30.595 0.193 -0.217 -0.194
O 8.122 -0.07 22.153 -0.066 0.128 0.431
O 8.857 8.823 27.387 0.345 0.134 -0.108
O 10.112 4.598 30.489 -0.213 0.25 -0.665
O 15.581 12.444 22.927 -0.022 -0.306 0.479
O 11.68 11.397 32.312 -0.645 0.085 -0.19
O 16.738 -1.42 28.498 -0.062 0.097 -0.207
O 5.55 2.357 25.174 0.378 -0.15 0.324
O 14.21 8.82 26.503 0.099 0.086 -0.07
O 19.7 0.84 25.386 -0.496 -0.118 -0.189
O 10.641 3.01 25.265 -0.367 0.27 0.422
O 8.196 -1.001 30.722 0.121 0.214 -0.325
O 4.987 0.581 27.382 0.119 0.047 -0.127
O 10.187 10.301 24.591 -0.232 -0.14 0.084
O 12.735 0.149 27.508 -0.218 0.148 0.029
O 20.386 12.252 30.964 -0.4 0.403 0.153
O 18.13 4.45 23.043 -0.344 -0.067 0.154
O 17.541 -2.066 23.04 0.199 -0.351 0.276
O 9.904 1.497 23.25 0.178 0.282 0.129
O 7.832 -1.424 25.008 0.414 -0.368 -0.343
O 11.879 11.677 29.769 0.349 0.019 -0.158
O 8.201 5.477 22.228 0.165 -0.064 0.174
O 14.97 13.302 27.616 -0.629 0.083 -0.259
O 10.248 1.905 30.347 0.06 -0.132 -0.372
O 20.03 8.01 32.472 -0.393 -0.017 -0.099
O 9.622 11.103 28.457 -0.004 0.125 -0.618
O 7.836 -0.979 33.645 0.114 -0.128 0.074
O 6.441 11.505 32.138 0.325 -0.277 -0.415
O 21.094 -3.354 33.357 0.079 -0.431 0.213
O 16.562 11.637 32.249 0.304 -0.062 -0.583
O 8.927 0.936 25.649 -0.501 0.432 0.145
O 16.613 7.191 30.29 0.68 -0.312 0.085
O 14.439 3.995 27.658 -0.107 -0.096 0.206
O 10.109 7.59 33.34 0.116 0.247 -0.564
O 10.929 13.679 22.16 0.039 0.001 0.538
O 19.673 -1.305 32.616 0.209 -0.089 -0.231
O 15.446 7.167 22.968 0.278 -0.074 0.099
O 11.408 8.082 25.124 0.299 -0.214 0.577
O 10.08 12.809 25.347 0.047 0.033 -0.22
O 5.601 8.4 28.594 0.154 -0.025 -0.402
O 7.314 6.683 27.253 0.306 0.014 0.356
O 16.119 13.584 25.216 0.318 0.166 0.301
O 12.472 9.315 30.726 0.109 -0.128 0.126
O 18.954 -0.481 27.62 0.057 -0.365 -0.426
O 6.367 4.023 23.33 -0.062 -0.26 0.189
O 19.184 10.191 29.691 -0.223 0.049 0.666
O 19.353 7.888 28.362 -0.463 -0.44 -0.35
O 19.942 0.931 31.165 0.277 -0.073 -0.19
O 11.886 3.826 23.123 -0.066 -0.199 0.035
O 19.177 2.15 27.609 0.297 0.547 -0.368
O 12.116 -1.858 25.834 0.477 -0.507 -0.384
O 9.75 -1.32 26.772 -0.026 0.351 0.245
O 15.13 3.538 30.177 0.332 -0.238 0.293
O 5.317 8.115 22.285 0.195 -0.195 0.242
O 18.655 -1.156 30.26 0.326 -0.665 0.039
O 5.28 2.83 30.143 0.124 0.175 -0.204
O 7.395 -0.437 27.368 -0.092 -0.265 0.131
O 14.72 7.676 28.721 -0.319 -0.032 0.34
O 19.7 12.364 28.342 0.025 0.737 0.056
O 15 9.486 24.131 -0.172 0.386 -0.366
O 15.536 5.347 25.681 -0.019 -0.145 -0.586
O 16.856 6.579 27.58 0.062 -0.156 0.223
O 6.023 -2.321 31.272 -0.043 -0.005 -0.07
O 13.616 10.967 22.016 0.067 -0.061 0.448
O 13.101 4.183 25.43 0.309 -0.157 -0.185
O 18.511 10.028 33.226 0.105 -0.155 -0.158
O 12.259 8.374 28.227 -0.287 0.386 -0.278
O 7.698 9.719 29.58 0.073 0.063 0.451
O 11.612 5.612 32.46 0.187 -0.356 0.142
O 17.305 9.032 23.003 0.239 0.004 0.446
O 5.326 10.889 24.969 -0.488 -0.52 0.358
O 9.719 -3.054 29.925 -0.452 -0.232 0.104
O 9.075 12.07 23.018 -0.322 0.104 0.125
O 11.466 0.588 25.21 0.119 -0.235 0.049
O 17.58 0.967 29.319 -0.264 0.105 0.295
O 4.005 4.382 24.527 -0.237 -0.26 0.396
O 19.709 6.529 23.189 -0.147 0.397 0.363
O 7.889 11.283 25.219 0.022 0.139 0.644
O 5.396 10.872 29.311 0.421 0.268 -0.378
O 14.107 11.364 31.188 0.187 -0.296 -0.041
O 11.183 13.039 27.743 0.304 0.087 0.185
O 7.623 4.717 33.329 0.2 0.019 -0.377
O 5.921 6.565 32.505 -0.022 0.189 -0.397
O 7.005 1.871 28.435 0.521 -0.037 -0.336
O 15.121 -1.344 23.178 0.084 0.053 -0.226
O 15.703 -3.167 30.16 0.21 -0.23 -0.154
O 9.669 -2.384 32.429 0.213 -0.541 -0.112
O 8.911 7.22 25.317 -0.1 -0.3 -0.17
O 5.774 8.866 31.14 0.49 0.21 0.283
O 18.192 5.693 25.34 0.199 -0.117 0.208
O 16.639 7.738 25.219 0.313 0.245 0.377
O 16.857 3.215 28.313 0.085 0.356 -0.24
O 18.556 4.672 33.454 -0.071 0.088 -0.362
O 18.97 3.094 30.055 -0.076 0.735 -0.099
O 16.86 6.464 32.697 0.18 0.268 -0.151
O 13.939 -0.136 25.178 0.403 0.291 0.341
O 13.393 6.323 26.912 -0.195 0.076 -0.001
O 17.627 0.246 32.325 -0.431 -0.188 -0.517
O 14.287 -1.035 29.278 -0.349 -0.335 0.346
O 13.181 -0.874 33.33 -0.107 -0.246 -0.401
O 7.896 3.215 30.455 -0.037 0.317 0.325
O 6.667 4.457 28.507 0.439 0.246 0.289
O 13.618 5.512 22.145 0.05 -0.004 0.291
O 16.329 2.764 22.18 -0.031 -0.12 0.553
O 19.048 -0.114 22.14 0.109 -0.071 0.253
O 20.354 3.176 32.384 0.324 0.287 0.036
O 18.941 10.837 22.118 -0.204 0.002 0.209
O 11.617 6.805 30.173 -0.028 0.049 -0.004
O 4.798 6.065 27.701 -0.624 -0.089 -0.36
O 17.038 9.034 28.524 -0.158 0.645 -0.129
O 13.279 9.923 33.51 0.08 -0.08 -0.36
O 18.933 10.2 27.093 0.253 -0.167 -0.567
O 4.213 12.529 23.196 -0.125 0.146 0.181
O 12.683 0.923 30.02 0.268 0.072 0.307
O 12.694 4.411 30.44 -0.217 -0.231 -0.309
O 15.115 11.271 26.037 -0.002 -0.047 0.156
O 17.351 12.282 27.086 -0.023 -0.231 0.276
O 4.366 1.654 23.026 -0.109 0.328 0.224

Results
total energy: -101658.283 eV
total energy less fixed offsets of O -438.35, Si -107.03 eV per atom: -5.083 eV
